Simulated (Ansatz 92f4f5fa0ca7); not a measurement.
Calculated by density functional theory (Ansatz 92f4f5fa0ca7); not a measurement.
Periodic cell of 222 atoms, Si131O89As2, from a study of silicon, its oxide and their interface. The atomic structure is a simulated model.
Doubt: the cutoff is far below the 930 eV that the study's wrapper takes by default for these files, so forces and energies are approximate.
This geometry differs little from another in the collection (a relaxation step or a small displacement).

Settings
functional: PBE
potential files: Ansatz PAW
basis: plane waves
wave-function cutoff: 580 eV
density cutoff ratio: 5
exchange-correlation grid ratio: 1
k mesh: 1 x 1 x 1, Gamma-centred
self-consistency stop: 5e-08 eV per atom in the density residual
occupations: fixed
spin: none
net charge: 0

Cell vectors (angstrom)
a, 10.938, 0, 0
b, 0, 10.938, 0
c, 0, 0, 32.1988

Atoms and the computed forces on them: element, x, y, z (angstrom), force x, y, z (eV/angstrom)
Si, 10.4937, 0.2411, 24.7788, -0.0428, 0.0153, 0.0031
Si, 5.7109, 10.6389, 24.7403, -0.0412, 0.018, -0.0788
Si, 2.5006, 2.8929, 24.6474, 0.0457, 0.0023, -0.0434
Si, 8.3525, 2.5494, 24.8904, -0.0536, 0.0707, -0.1344
Si, 0.3079, 5.1908, 24.7601, 0.0012, 0.0521, -0.0722
As, 5.0607, 5.814, 24.7849, 0.059, -0.0376, -0.2457
As, 3.0018, 7.9631, 24.3, -0.0736, 0.1379, 0.0381
Si, 7.9457, 8.4023, 24.7518, 0.0227, -0.0671, -0.0356
Si, 1.3211, 1.3193, 25.9671, -0.0059, 0.0138, 0.0116
Si, 6.8161, 1.284, 26.1276, 0.0239, -0.0204, 0.0377
Si, 4.0879, 4.0187, 26.0564, -0.0004, -0.0518, 0
Si, 9.628, 4.0906, 26.108, 0.0152, 0.0017, 0.0082
Si, 1.4555, 6.8541, 25.9905, 0.0817, 0.0168, -0.1484
Si, 6.8307, 6.794, 26.0968, 0.0258, 0.0031, -0.0302
Si, 4.0784, 9.4573, 25.9819, 0.0428, -0.0924, -0.1
Si, 9.4798, 9.5562, 26.1366, -0.0116, 0.0161, 0.0219
Si, 2.7214, -0.0481, 27.3178, -0.0063, 0.0063, -0.025
Si, 8.1725, -0.0269, 27.5388, 0.0013, -0.0167, 0.0289
Si, 0.0263, 2.6874, 27.4474, 0.0243, -0.0369, -0.0055
Si, 5.4617, 2.6867, 27.427, -0.0394, -0.014, 0.0143
Si, 2.7598, 5.4678, 27.4174, -0.0138, -0.0217, -0.0156
Si, 8.2352, 5.4496, 27.4259, 0.017, 0.0305, 0.0096
Si, 0.0212, 8.1774, 27.3651, -0.013, 0.0123, -0.0027
Si, 5.4425, 8.1704, 27.4474, -0.0037, -0.0049, -0.0408
Si, 4.0642, 1.3263, 28.7485, 0.0147, -0.0052, 0.0291
Si, 9.5849, 1.3528, 28.8293, 0.0017, -0.0126, -0.0251
Si, 1.3769, 4.0943, 28.7816, 0.0051, -0.041, -0.0208
Si, 6.845, 4.0778, 28.7754, -0.0084, 0.0027, 0.0056
Si, 4.1032, 6.8094, 28.8182, -0.0039, 0.0052, -0.0215
Si, 9.591, 6.8338, 28.7702, -0.0061, -0.0085, 0.0244
Si, 1.3705, 9.5579, 28.7436, -0.0072, -0.0052, 0.03
Si, 6.7933, 9.5391, 28.84, 0.0551, 0.0114, -0.0404
Si, 0.0186, -0.0211, 30.1524, 0.0124, -0.0071, 0.0055
Si, 5.4448, 0.0031, 30.1564, -0.0187, 0.0168, 0.0294
Si, 2.74, 2.7247, 30.1396, -0.0012, -0.01, 0.009
Si, 8.2107, 2.7279, 30.1579, -0.0115, 0.0069, 0.0152
Si, 0.0087, 5.4624, 30.1442, -0.0073, 0.0097, 0.023
Si, 5.4855, 5.4492, 30.156, -0.0009, 0.0065, -0.0094
Si, 2.7286, 8.2021, 30.1461, 0.0054, 0.0064, -0.0202
Si, 8.2134, 8.1881, 30.1524, 0.0167, -0.0055, 0.0114
Si, 1.3673, 1.3673, 31.515, 0.034, -0.0201, 0.0044
Si, 6.8362, 1.3673, 31.515, -0.041, 0.0155, -0.0326
Si, 4.1018, 4.1018, 31.515, 0.0505, -0.1399, 0.0046
Si, 9.5708, 4.1018, 31.515, 0.0132, 0.0532, -0.0037
Si, 1.3673, 6.8362, 31.515, -0.0139, 0.0231, -0.0388
Si, 6.8362, 6.8362, 31.515, 0.0949, -0.1003, 0.0672
Si, 4.1018, 9.5708, 31.515, -0.1559, -0.0489, 0.0523
Si, 9.5708, 9.5708, 31.515, 0.0296, -0.0386, 0.031
Si, 2.7345, 0, 0.6835, 0.0566, -0.0247, 0.0984
Si, 8.2035, 0, 0.6835, -0.0587, 0.0563, -0.1273
Si, 0, 2.7345, 0.6835, -0.0596, -0.0087, 0.0496
Si, 5.469, 2.7345, 0.6835, 0.0876, -0.0402, -0.0051
Si, 2.7345, 5.469, 0.6835, -0.0295, 0.183, -0.1743
Si, 8.2035, 5.469, 0.6835, 0.0718, -0.072, 0.088
Si, 0, 8.2035, 0.6835, 0.0633, -0.1186, -0.0469
Si, 5.469, 8.2035, 0.6835, -0.0384, 0.0415, 0.032
Si, 4.1234, 1.3602, 2.0526, 0.0099, -0.0165, -0.0083
Si, 9.565, 1.3573, 2.0491, 0.0015, 0.0117, 0.0018
Si, 1.3694, 4.1219, 2.0318, -0.021, -0.0015, -0.0052
Si, 6.8483, 4.0861, 2.0555, 0.0124, -0.0158, -0.0019
Si, 4.1053, 6.8278, 2.0504, 0.0108, -0.0016, 0.0032
Si, 9.58, 6.8358, 2.0489, 0.0041, -0.0094, -0.0089
Si, 1.3809, 9.5498, 2.048, 0.0211, -0.0083, -0.0106
Si, 6.829, 9.5923, 2.0447, -0.013, 0.0043, 0.0029
Si, -0.0077, -0.0348, 3.3793, 0.0212, 0.0365, 0.0217
Si, 5.4913, 0.0124, 3.4656, -0.0209, -0.0015, -0.0367
Si, 2.7766, 2.7877, 3.3536, -0.0216, -0.0415, 0.0407
Si, 8.189, 2.6964, 3.444, 0.0231, 0.0353, -0.0196
Si, 0.0221, 5.4797, 3.4268, -0.0185, -0.0025, -0.0051
Si, 5.4814, 5.4639, 3.401, 0.0107, 0.014, 0.0043
Si, 2.769, 8.208, 3.4414, -0.0202, 0.0025, -0.0242
Si, 8.2063, 8.2282, 3.3693, 0.0047, -0.0203, 0.0282
Si, 1.3909, 1.3949, 4.6186, 0.0007, 0.0056, -0.0209
Si, 6.8437, 1.352, 4.8954, -0.0005, -0.0001, 0.0256
Si, 4.1539, 4.0866, 4.7923, 0.0021, 0.008, 0.0016
Si, 9.5749, 4.0864, 4.7517, -0.0013, -0.0028, 0.0047
Si, 1.4119, 6.8342, 4.8088, 0.0037, 0.0054, 0.0129
Si, 6.8247, 6.8902, 4.716, 0.0028, 0.0046, -0.0109
Si, 4.133, 9.5803, 4.835, 0.0036, 0.0075, 0.0164
Si, 9.5549, 9.5534, 4.7767, -0.004, -0.0034, -0.0003
Si, 2.7456, 0.1189, 6.0445, -0.007, 0.015, -0.0146
Si, 8.2073, -0.0557, 6.2475, 0.001, -0.0097, 0.0095
Si, 0.027, 2.6754, 6.03, 0.0034, -0.0116, -0.014
Si, 5.4731, 2.7283, 6.2761, -0.0072, 0.0026, 0.0077
Si, 2.8142, 5.4804, 6.1653, 0.0008, 0.0013, 0.0051
Si, 8.1745, 5.4882, 6.026, -0.0013, 0.002, -0.0099
Si, 0.0105, 8.1926, 6.1397, -0.0054, -0.0014, 0.0034
Si, 5.5262, 8.2243, 6.2143, 0.0032, -0.0051, -0.011
Si, 3.831, 1.5822, 7.5879, 0.0088, -0.0091, 0.0162
Si, 9.8401, 1.1411, 7.4371, -0.0072, 0.0105, 0.0206
Si, 1.6259, 3.8055, 7.2952, -0.0118, 0.0059, 0.013
Si, 6.6495, 4.4217, 7.4535, 0.0061, 0.0028, 0.0227
Si, 4.4074, 6.6347, 7.5268, 0.0008, -0.0009, 0.0197
Si, 9.3599, 6.9616, 7.3897, -0.0014, 0, 0.0151
Si, 1.1409, 9.9255, 7.2724, 0.0053, -0.0029, 0.0166
Si, 7.1535, 9.2368, 7.6424, -0.0008, 0.0045, 0.0217
O, 8.3065, 8.1008, 7.9038, -0.001, -0.0013, -0.0115
O, 2.7128, 2.7459, 7.9431, 0.0034, -0.0056, -0.0092
O, 9.4601, 1.4551, 24.3671, -0.0089, 0.0062, -0.0128
O, 0.0285, 0.0266, 7.9458, 0.003, -0.0006, -0.013
O, 5.5256, 5.5113, 8.0147, -0.0016, -0.0006, -0.0142
O, 6.8264, 9.5118, 24.231, -0.0015, 0.0127, -0.0166
O, 1.4152, 4.0723, 24.2123, 0.0043, -0.0044, -0.0044
O, 3.8674, 7.388, 8.9162, -0.0042, -0.0003, -0.0118
O, 0.7995, 4.3845, 8.5794, 0.0069, -0.0037, -0.0099
O, 9.809, 6.1903, 8.7842, 0.0017, 0.0002, -0.0039
O, 2.1303, 9.3913, 8.4665, -0.0104, 0.009, -0.0142
O, 7.5138, 3.9338, 8.7709, -0.0043, 0.0035, -0.0135
O, 4.2629, 0.9353, 9.0548, -0.0028, 0.0047, -0.0079
O, 6.7071, 9.5758, 9.189, 0.0041, -0.004, -0.0115
O, 9.2077, 1.8583, 8.7805, 0.0003, -0.0001, -0.009
O, 7.6631, 3.2341, 23.5716, -0.0381, 0.0283, 0.0577
O, 10.5404, 5.8256, 23.4211, 0.0363, -0.009, 0.0596
O, 5.1128, 0.4192, 23.3891, 0.0067, -0.0339, 0.023
O, 5.8426, 5.1997, 23.2335, -0.1086, 0.0732, 0.2327
O, 3.1282, 2.2051, 23.2779, -0.0392, 0.0235, 0.0324
O, 2.119, 9.3324, 23.347, -0.1673, 0.0022, -0.0169
O, 8.6564, 7.7298, 23.4286, -0.0395, 0.0333, 0.0181
O, -0.2492, 10.4689, 23.3244, 0.0529, -0.0395, -0.0085
Si, 4.4055, 1.5611, 22.4624, 0.0253, -0.0029, -0.015
Si, 3.4908, 7.9711, 13.9855, -0.0045, -0.0032, 0.0097
Si, 7.115, 0.9988, 14.636, -0.0076, 0.0037, 0.0019
Si, 0.7648, 9.5329, 22.4655, 0.0819, -0.1214, 0.0793
Si, 1.1815, 4.3305, 11.8514, -0.0003, -0.0039, 0.0195
Si, 6.2666, 9.0022, 15.2771, -0.0008, 0.0012, -0.0028
Si, 0.6704, 1.3918, 12.2554, 0, -0.0024, 0.0147
Si, 8.6223, 4.9841, 20.4919, 0.0341, 0.0467, 0.0244
Si, 0.3254, 5.7293, 9.3344, -0.0036, -0.0008, 0.0269
Si, 5.0959, 3.1633, 17.918, -0.0062, -0.0046, -0.0035
Si, 0.8844, 3.7938, 16.6925, -0.0003, 0.0063, -0.0057
Si, 10.4071, 2.9264, 19.1668, 0.0006, 0.0021, -0.0026
Si, 5.2778, 1.1967, 10.3297, -0.0041, 0.0029, 0.0211
Si, 0.853, 0.2531, 19.7384, 0.0241, 0.0072, 0.0075
Si, 6.637, 9.4758, 10.8277, 0.0062, -0.0013, 0.0213
Si, 9.3133, 9.7318, 18.2377, 0.0037, -0.0087, -0.0052
Si, 9.3891, 9.2597, 12.5071, 0.0003, -0.0045, 0.0165
Si, 6.5522, 3.8881, 22.5729, 0.0021, -0.0295, 0.0883
Si, 2.4465, 8.076, 9.3482, 0.0006, 0.0016, 0.0286
Si, 10.5899, 7.4126, 17.0415, -0.0006, 0.0039, -0.0094
Si, 2.508, 6.338, 16.5377, -0.0082, -0.0026, -0.0054
Si, 10.1702, 4.5238, 14.1495, -0.0001, 0.0013, 0.0113
Si, 6.1206, 9.2284, 18.4712, 0.0041, 0.0167, -0.0104
Si, 7.9671, 2.5823, 9.5517, 0.0045, -0.0006, 0.0209
Si, 8.8733, 2.174, 12.4187, 0.0008, -0.0023, 0.0171
Si, 5.3301, 6.2934, 18.0385, -0.0082, -0.01, -0.0153
Si, 3.9159, 0.5998, 19.4455, -0.0015, 0.0098, 0.0079
Si, 4.277, 3.8562, 12.0266, 0.0031, 0.0036, 0.015
Si, 5.5371, 6.6212, 12.1085, 0.0005, -0.0004, 0.017
Si, 8.0033, 2.5678, 17.1753, 0.002, 0.0027, -0.0016
Si, 4.3487, 2.5028, 14.9445, -0.0013, -0.0002, 0.0052
Si, 1.5277, 1.2432, 15.2229, 0.0013, 0.0026, 0.002
Si, 1.5661, 9.4356, 11.9968, -0.0048, 0.0054, 0.0239
Si, 8.0452, 6.8823, 13.8283, -0.0009, -0.0038, 0.0015
Si, 10.366, 9.858, 15.4235, 0.0083, -0.0014, -0.003
Si, 9.8387, 7.0138, 22.5549, 0.0232, 0.0126, 0.0004
Si, 8.1, 5.5416, 17.3915, 0.0085, -0.0003, -0.0062
O, 6.0464, 7.9741, 11.2582, 0.0004, 0.0052, -0.0087
O, 5.9915, 9.2317, 16.853, -0.0002, -0.0016, 0.0016
O, 7.6694, 1.3993, 13.1611, 0.0002, 0.003, -0.0049
O, 0.8937, 1.7712, 13.8243, -0.0009, 0.0016, -0.0049
O, 9.4245, 6.3016, 16.8601, -0.0062, 0.0017, 0.0083
O, 6.7486, 6.226, 13.1161, -0.0035, 0.0034, -0.0055
O, 5.1305, 4.7054, 18.5739, 0.0015, 0.0048, 0.0065
O, 9.2277, 2.242, 18.2217, 0.0024, -0.007, 0.0017
O, 2.3648, 0.1501, 19.0334, -0.006, -0.0002, -0.0104
O, 9.3477, 10.2402, 16.6635, -0.0023, 0.0096, 0.0095
O, 2.7895, 4.4506, 11.6825, -0.006, 0.0024, -0.0067
O, 5.056, 10.3689, 19.0639, 0.0093, -0.0106, -0.0025
O, 9.4195, 3.2739, 13.4564, -0.0016, 0.0014, -0.0068
O, 0.468, 1.844, 19.8724, -0.0071, 0.0103, 0.0115
O, 3.144, 1.3812, 15.0348, 0.0001, 0.0042, -0.0005
O, 8.1554, 5.4306, 19.0075, -0.0036, -0.0013, 0.0034
O, 3.8849, 6.6371, 17.3585, 0.0053, 0.0027, 0.0047
O, 4.5565, 3.3057, 16.3645, 0.0012, 0.0014, 0.0003
O, 9.0632, 5.7047, 14.2765, 0.0004, 0, -0.0039
O, 5.4621, 2.756, 22.1418, 0.0484, 0.0552, 0.0188
O, 10.6557, 4.1803, 15.6481, -0.001, 0.0008, -0.009
O, 0.3498, 3.9467, 18.2251, -0.0053, -0.0044, 0.0074
O, 10.4052, 10.632, 19.0515, -0.0057, -0.0034, 0.0203
O, 9.6495, 10.0427, 13.9574, -0.0027, -0.0004, -0.0048
O, 10.9515, 8.1156, 22.1034, 0.0275, 0.0646, 0.033
O, 1.1878, 2.2071, 16.4872, -0.0012, -0.0021, 0.0009
O, 9.7594, 3.8163, 20.371, -0.02, 0.0038, 0.0085
O, 8.1047, 4.099, 16.6447, -0.0017, 0.0043, 0.0083
O, -0.043, 9.1125, 11.8442, 0.0028, 0.0032, -0.0083
O, 6.5799, 2.4585, 17.9687, 0.0016, 0.0001, 0.0029
O, 5.577, 10.7303, 11.1741, -0.0029, 0.004, -0.006
O, 7.7344, 9.638, 18.7821, 0.0023, 0.0003, 0.0055
O, 10.0202, 1.053, 12.0248, -0.0004, 0.0033, -0.0067
O, 1.317, 6.9678, 9.0246, -0.0015, 0.0033, -0.0095
O, 0.6252, 4.7882, 13.3206, 0.0035, 0.0023, -0.0105
O, 5.6869, 7.6724, 18.9552, -0.0017, -0.0025, 0.0119
O, 5.2356, 5.1024, 11.4952, -0.0011, -0.0003, -0.0064
O, 2.7162, 7.0423, 15.0838, 0.0022, 0.0019, -0.0005
O, 0.9056, 2.7695, 11.4275, 0.0004, 0.0043, -0.0087
O, 0.8354, 10.7228, 15.5176, 0.0006, 0.0022, 0.0018
O, 2.4082, 8.5989, 10.8797, 0.0025, -0.0032, -0.0163
O, 4.698, 2.4469, 11.2521, -0.0001, -0.0048, -0.0096
O, 4.2465, 3.5314, 13.6564, -0.0016, 0.0031, -0.0074
O, 2.1969, 4.7312, 16.4155, 0.0015, 0.0002, 0.0044
O, 10.7084, 8.2766, 15.6496, -0.0029, 0.0014, 0.0035
O, 6.9403, 10.3305, 14.6447, -0.0014, 0.0011, 0.0009
O, 2.3388, 8.9915, 13.383, -0.0026, 0.0014, -0.0071
O, 8.032, 1.585, 15.8662, -0.0011, 0, 0.0018
O, 4.1179, 7.0202, 12.8177, 0.0025, 0.0007, -0.0051
O, 4.1805, 2.0623, 18.7232, -0.002, 0.0047, 0.0029
O, 7.3119, 4.3822, 21.2298, -0.0501, 0.0109, 0.0472
O, 8.4052, 2.9554, 11.0715, 0.0001, -0.0002, -0.0116
O, 1.1774, 6.904, 17.3246, -0.0009, 0.006, 0.0059
O, 5.6438, 1.5987, 14.7385, 0.0009, 0.001, 0.0009
O, 8.1297, 9.7771, 11.5321, -0.0047, 0.0015, -0.0068
O, 9.1929, 6.3095, 21.2447, -0.0131, -0.0246, -0.0301
O, 8.9457, 7.7333, 12.7978, 0.0007, 0.0033, -0.0039
O, 1.639, 0.1421, 11.8304, 0.001, 0.0001, -0.0068
O, 6.6407, 6.2146, 17.0419, 0.0007, 0.0057, 0.0034
O, 7.4008, 7.8416, 14.9985, -0.0025, 0.0022, 0.0003
O, 1.0777, 10.3628, 21.1117, -0.0225, 0.0227, 0.0086
O, 10.0344, 8.2664, 18.3085, 0.0003, 0.0052, 0.0123
O, 3.953, 0.863, 21.0658, -0.01, -0.0129, -0.0117
O, 0.3444, 5.363, 10.9046, -0.0026, 0.003, -0.0123
O, 6.6942, 1.5839, 9.6187, 0.0013, 0.0033, -0.01
O, 4.787, 8.7488, 14.6181, 0.0013, 0.0037, 0.0002

Results
free energy: -143605.842 eV
free energy less fixed offsets of As -4856.12, O -568.88, Si -635.61 eV per atom: 1.628 eV

The program warned: the cutoff lies below the one the program advises for these potential files; the exchange-correlation potential is rough where the density is thin.
